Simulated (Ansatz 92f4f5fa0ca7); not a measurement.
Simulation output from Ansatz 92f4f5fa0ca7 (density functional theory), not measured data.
Periodic cell of 216 atoms, Si133O82H1, from a study of silicon, its oxide and their interface. The atomic structure is a simulated model.
Doubt: the cutoff is far below the 930 eV that the study's wrapper takes by default for these files, so forces and energies are approximate.
This geometry differs little from another in the collection (a relaxation step or a small displacement).

Settings: functional PBE; potential files Ansatz PAW; basis plane waves; wave-function cutoff 580 eV; density cutoff ratio 5; exchange-correlation grid ratio 1; k mesh 1 x 1 x 1, Gamma-centred; self-consistency stop 5e-08 eV per atom in the density residual; occupations fixed; spin none; net charge +1 e, with a uniform compensating background and no finite-size correction.

Cell vectors (angstrom)
a  10.938  0  0
b  0  10.938  0
c  0  0  31.7298

Atoms: element, x, y, z (angstrom)
Si  0.4754  -0.5255  24.4032
Si  4.7162  0.493  24.1868
Si  3.1864  2.4203  24.2093
Si  7.7268  3.2059  24.3131
Si  -0.7167  6.2314  24.4524
Si  5.9821  4.9696  24.5134
Si  2.0308  8.5415  24.3181
Si  8.6677  8.1328  24.3573
Si  1.3937  1.4133  25.4459
Si  6.6851  1.3594  25.4213
Si  4.1512  4.0512  25.6822
Si  9.4716  4.2152  25.5268
Si  1.2197  6.838  25.6943
Si  6.8712  6.961  25.4701
Si  3.9228  9.5748  25.4475
Si  9.656  9.6554  25.7905
Si  2.6807  0.0305  26.9315
Si  8.1231  0.0791  26.9039
Si  -0.0245  2.7764  26.8422
Si  5.4815  2.6751  27.0025
Si  2.7174  5.4675  26.9303
Si  8.1525  5.5578  26.9585
Si  -0.0149  8.2175  27.0966
Si  5.4094  8.2535  26.8412
Si  4.1018  1.3673  28.3115
Si  9.5708  1.3673  28.3115
Si  1.3673  4.1018  28.3115
Si  6.8362  4.1018  28.3115
Si  4.1018  6.8362  28.3115
Si  9.5708  6.8362  28.3115
Si  1.3673  9.5708  28.3115
Si  6.8362  9.5708  28.3115
Si  0  0  29.6788
Si  5.469  0  29.6788
Si  2.7345  2.7345  29.6788
Si  8.2035  2.7345  29.6788
Si  0  5.469  29.6788
Si  5.469  5.469  29.6788
Si  2.7345  8.2035  29.6788
Si  8.2035  8.2035  29.6788
Si  1.3673  1.3673  31.046
Si  6.8362  1.3673  31.046
Si  4.1018  4.1018  31.046
Si  9.5708  4.1018  31.046
Si  1.3673  6.8362  31.046
Si  6.8362  6.8362  31.046
Si  4.1018  9.5708  31.046
Si  9.5708  9.5708  31.046
Si  2.7345  0  0.6835
Si  8.2035  0  0.6835
Si  0  2.7345  0.6835
Si  5.469  2.7345  0.6835
Si  2.7345  5.469  0.6835
Si  8.2035  5.469  0.6835
Si  0  8.2035  0.6835
Si  5.469  8.2035  0.6835
Si  4.1018  1.3673  2.0507
Si  9.5708  1.3673  2.0507
Si  1.3673  4.1018  2.0507
Si  6.8362  4.1018  2.0507
Si  4.1018  6.8362  2.0507
Si  9.5708  6.8362  2.0507
Si  1.3673  9.5708  2.0507
Si  6.8362  9.5708  2.0507
Si  0  0  3.418
Si  5.469  0  3.418
Si  2.7345  2.7345  3.418
Si  8.2035  2.7345  3.418
Si  0  5.469  3.418
Si  5.469  5.469  3.418
Si  2.7345  8.2035  3.418
Si  8.2035  8.2035  3.418
Si  1.401  1.3374  4.7698
Si  6.8959  1.3011  4.7997
Si  4.1683  4.0869  4.6947
Si  9.6305  4.0541  4.8057
Si  1.3334  6.8691  4.8894
Si  6.7874  6.8886  4.7117
Si  4.0782  9.5797  4.8949
Si  9.658  9.4619  4.7837
Si  2.6102  -0.0456  6.3038
Si  8.2816  -0.1228  6.0989
Si  0.1335  2.736  6.1896
Si  5.4458  2.6182  6.109
Si  2.8274  5.4368  6.0427
Si  8.1603  5.4508  6.0054
Si  -0.063  8.165  6.4549
Si  5.554  8.2431  6.233
Si  3.686  1.7452  7.3962
Si  10.0252  0.9164  7.2455
Si  2.0919  3.5929  7.2952
Si  6.1936  4.6467  6.9042
Si  4.555  6.4104  7.3014
Si  8.8916  7.1386  7.4593
Si  0.734  10.1395  7.7132
Si  7.4703  9.0458  7.4658
O  8.4701  3.8397  9.1435
O  7.6172  9.2974  9.1122
O  8.5572  6.5296  9.0112
O  0.8678  10.1661  9.4014
O  4.2625  1.3843  8.9155
O  2.1495  4.2498  8.8198
O  9.4168  1.3623  8.7057
O  4.1842  6.7627  8.8605
O  8.6247  9.0118  22.8912
O  8.3181  2.8072  22.8009
O  5.1294  5.1966  23.1247
O  8.1483  2.855  20.1309
O  10.8765  10.5011  22.8323
O  -0.4029  6.3171  22.8211
O  1.88  7.8772  22.7643
O  4.6458  -0.0465  22.6
Si  9.1704  5.2088  9.7618
Si  0.4986  10.3472  11.0054
Si  4.5242  7.0715  10.422
Si  2.0399  10.0155  16.3767
Si  -4.5382  6.4652  15.1421
Si  1.9836  3.2077  18.5815
Si  14.3784  6.5988  14.4193
Si  5.4898  0.1327  21.2098
Si  3.9574  -0.064  14.0784
Si  5.4876  1.0339  9.9349
Si  8.3956  2.2467  9.5843
Si  0.4792  12.7  16.4689
Si  0.9925  6.6698  22.0516
Si  4.7542  1.7192  18.6768
Si  8.0324  1.8889  21.4771
Si  2.8927  8.7977  12.3625
Si  6.9426  3.8766  19.6281
Si  6.2805  -4.6323  18.0636
Si  4.3972  2.4461  12.4984
Si  10.5751  2.2709  11.4785
Si  5.225  5.4662  21.5461
Si  -1.6662  -3.9259  14.2933
Si  2.8289  8.7365  18.7815
Si  -4.3487  3.5701  14.3023
Si  3.1492  4.9333  11.9493
Si  11.9862  4.5377  9.9635
Si  5.5057  -2.6837  20.2997
Si  10.4884  8.3921  16.685
Si  2.594  4.0292  21.4625
Si  -1.6254  4.4167  12.8592
Si  9.0592  10.9793  15.502
Si  11.0418  8.4145  19.7185
Si  6.704  9.2245  10.4773
Si  -1.3748  10.0428  21.9689
Si  -4.7679  0.8558  15.951
Si  8.9726  9.6015  12.6263
Si  3.1638  5.9548  17.5149
O  0.5486  0.9437  11.5984
O  3.129  5.2624  13.5348
O  8.9805  2.0295  11.1009
O  6.3164  4.8467  15.2525
O  3.9625  4.6985  20.8517
O  2.8626  2.9135  22.6393
O  -9.7633  0.3434  16.8624
O  4.4388  5.6638  11.24
O  5.2421  1.6308  11.4004
O  2.5556  18.1257  18.37
O  10.4936  3.2482  12.7959
O  5.2541  7.0913  21.4167
O  4.6384  0.652  19.9163
O  3.376  8.0562  10.998
O  -4.4296  2.282  15.2569
O  2.6913  -0.5607  14.9459
O  1.7795  3.3678  20.2078
O  8.9775  5.0843  11.3805
O  5.3891  1.0104  17.3565
O  11.5056  7.0715  20.534
O  -1.0286  1.3944  15.8903
O  6.6985  6.9946  16.6491
O  1.5025  -1.4254  11.9539
O  6.5065  1.3434  21.5785
O  -3.694  5.0256  18.4769
O  -1.9606  -0.213  13.8478
O  -1.0262  9.8932  11.3189
O  9.9775  -1.6822  20.6089
O  10.7511  5.4152  9.3663
O  12.6794  5.3348  11.2021
O  -5.3631  10.3635  10.146
O  5.991  7.7562  10.5784
O  0.6221  2.6178  17.8758
O  2.3138  4.6418  17.8917
O  1.8039  5.2719  22.1329
O  1.0956  8.6875  16.2468
O  -4.7267  -1.3189  20.8787
O  7.5014  9.482  11.885
O  3.2468  3.321  11.7559
O  15.9647  7.0231  14.4614
O  6.5619  4.7667  20.9496
O  -9.6761  13.5348  15.309
O  -1.0228  16.55  13.7648
O  -3.295  -4.0076  14.2217
O  -1.2801  -1.2262  16.2881
O  10.364  8.0319  18.2746
O  9.5962  8.239  13.2761
O  3.6959  12.3947  13.5642
O  -2.9273  3.7283  13.5286
O  5.71  2.9692  19.0857
O  4.0486  -2.1583  19.8251
O  6.8768  1.7039  9.363
O  -3.349  0.1358  16.1685
O  6.3896  7.5462  19.1275
O  12.3923  9.3095  19.455
O  2.962  6.2979  15.9305
O  2.6433  7.7839  13.6195
O  8.9263  0.5294  21.4649
O  -7.7385  9.65  17.4733
O  4.0442  9.8769  12.7882
O  4.7398  5.7641  17.9167
O  5.4248  3.4919  13.1815
O  3.2526  2.2116  18.3106
O  11.3089  3.1051  10.3003
O  5.3245  -0.1056  14.9406
O  -1.0536  7.172  15.7905
H  -10.1676  13.7319  14.494

Results
free energy: -131202.875 eV
free energy less fixed offsets of H -15.97, O -568.88, Si -635.61 eV per atom: -2.615 eV

Forces (eV/angstrom), in the order of the atoms: element, x, y, z
Si  -0.0057  -0.01  -0.0062
Si  0.0086  -0.0081  -0.0081
Si  -0.0049  0.0045  -0.0175
Si  0.0082  -0.0041  -0.0015
Si  -0.0401  -0.0642  -0.0271
Si  0.0054  -0.0182  0.02
Si  0.0151  0.0039  -0.0015
Si  0.0592  0.0462  -0.013
Si  -0.0046  0.0025  0.0041
Si  -0.0013  0.0088  -0.0057
Si  0.0024  0.0116  0.0075
Si  0.0094  0.0167  -0.0087
Si  0.0091  0.0309  -0.0021
Si  -0.0073  -0.0216  0.0022
Si  -0.0059  -0.0083  -0.0035
Si  -0.0208  0.0123  0.0178
Si  0.0033  0.0013  -0.0011
Si  0.0095  -0.0023  0.0022
Si  -0.003  0.001  0.0052
Si  0.001  -0.0065  -0.0011
Si  0.001  -0.0171  0.0025
Si  0.0095  -0.0083  -0.0078
Si  0.0003  0.007  -0.0102
Si  -0.0014  0.0194  0.0019
Si  -0.1569  -0.4456  0.3331
Si  -0.1565  0.3971  -0.5499
Si  -0.1712  -0.1215  -0.3388
Si  -0.001  0.1441  0.0855
Si  0.0276  0.1742  -0.4765
Si  -0.3253  -0.1862  0.8061
Si  0.2437  0.4163  0.6642
Si  -0.3075  0.1001  -0.5362
Si  0.0589  -0.0855  0.0012
Si  -0.1266  -0.0856  0.0445
Si  -0.0057  -0.0829  -0.0233
Si  0.1841  0.078  0.0292
Si  -0.0942  -0.0451  0.0167
Si  -0.007  -0.0759  -0.0294
Si  0.0653  0.099  0.0453
Si  0.0413  -0.1342  0.0083
Si  -0.0231  0.0804  0.0073
Si  -0.0307  0.0193  -0.0633
Si  -0.0191  0.0576  -0.0012
Si  0.012  0.0454  0.0066
Si  -0.0281  -0.0214  -0.0549
Si  -0.0372  0.0496  0.0074
Si  0.0981  0.0039  0.0214
Si  -0.0668  0.0559  -0.0024
Si  -0.0051  -0.1035  -0.0262
Si  -0.01  0.0287  0.0125
Si  -0.0229  -0.0516  0.0255
Si  0.0322  -0.0623  0.0136
Si  -0.0224  0.0348  0.0088
Si  0.1104  -0.0712  -0.0161
Si  0.0344  -0.0515  0.0144
Si  -0.0542  -0.017  0.0396
Si  -0.0287  0.0902  -0.0171
Si  -0.0558  -0.0679  0.0225
Si  0.079  0.094  0.0428
Si  0.0267  0.1798  -0.0061
Si  -0.034  -0.1333  -0.003
Si  -0.1651  -0.0324  -0.047
Si  0.0178  0.131  -0.0044
Si  0.0197  -0.0015  0.0005
Si  0.1396  -0.2387  -0.0598
Si  -0.3041  -0.1222  0.4209
Si  0.121  -0.3796  -0.3999
Si  0.2098  -0.1432  0.2393
Si  0.0516  0.2609  0.4091
Si  0.2091  0.2325  -0.869
Si  -0.0954  0.0532  0.6928
Si  0.4035  -0.0254  -0.4088
Si  -0.0085  0.0003  0.0017
Si  0.0019  0.0066  -0.0058
Si  -0.0035  -0.0073  -0.0051
Si  -0.0108  -0.0002  -0.0022
Si  0.0038  0.0039  -0.0038
Si  0.0029  0.0001  0.0011
Si  0.0004  -0.0123  0.0037
Si  -0.0002  0.0001  -0.002
Si  0.0145  -0.001  -0.0086
Si  0.0054  0  -0.0027
Si  0.0088  -0.0075  0.0132
Si  -0.0049  -0.0139  -0.0172
Si  -0.0102  -0.0022  -0.0015
Si  0.0041  0.0032  -0.0317
Si  0.0018  -0.0107  -0.0085
Si  -0.0051  0.0135  -0.0093
Si  -0.0198  -0.001  0.0007
Si  -0.0058  0.0091  -0.031
Si  -0.0065  -0.0066  -0.0194
Si  0.0251  -0.0299  0.0182
Si  -0.0304  0.0402  0.0042
Si  -0.0093  0.0212  0.0072
Si  0.0012  -0.0022  0.021
Si  -0.0012  -0.0118  0.0055
O  -0.0456  0.0118  -0.0577
O  0.0068  0.0011  -0.0103
O  0.0064  -0.0262  0.0075
O  0.0014  -0.0029  -0.0143
O  0.0158  0.0034  0.0041
O  0.0003  0.0074  0.0199
O  0.0153  -0.0073  0.0321
O  0.0046  -0.0066  0.0027
O  -0.0156  -0.0186  0.0113
O  -0.0017  0.0005  0.002
O  -0.0079  0.0065  0.0073
O  0.0013  0.0004  0.0016
O  0.0045  0.002  -0.0024
O  -0.0112  0.0067  0.0307
O  0.0003  0.0035  0.0083
O  -0.0045  0.0031  0.0127
Si  -0.0055  0.0205  0.0586
Si  0.0038  -0.0049  0.009
Si  -0.0029  -0.0027  -0.0009
Si  0.0021  0.0008  0.0001
Si  0.002  0.0041  0.0038
Si  0.0002  -0.0009  -0.0022
Si  -0.0031  0.0032  0.008
Si  0.0051  0.0033  -0.0103
Si  -0.0003  0.004  0.0071
Si  0.0089  0.0085  0.0092
Si  -0.0206  -0.017  0.0186
Si  -0.0026  -0.0037  0.0015
Si  0.0061  0.0044  -0.0162
Si  0.0027  0.0069  0.008
Si  -0.0017  0.0024  -0.0062
Si  0.0055  -0.0047  -0.0006
Si  0.0035  -0.0045  -0.0044
Si  0.0023  0.0001  -0.0034
Si  0.0018  -0.0019  0.0036
Si  0.0028  -0.0035  0.014
Si  0.0041  -0.003  -0.0263
Si  0.0014  0.0009  0.0072
Si  -0.0039  -0.0001  -0.0063
Si  -0.0019  -0.0049  0.0005
Si  0.0122  0.0003  0.004
Si  0.0132  -0.0071  0.0059
Si  -0.0009  0.0002  -0.0046
Si  0.0029  0.0029  0.0016
Si  0.001  0.0025  -0.0116
Si  0.0119  -0.0003  -0.0015
Si  -0.0003  -0.001  0.0033
Si  0.0012  0.0015  -0.0022
Si  0.0034  -0.0079  0.0013
Si  0  0.0005  -0.0037
Si  -0.0024  -0.0145  -0.0016
Si  -0.0032  0.002  0.0032
Si  -0.0009  -0.0018  -0.0015
O  0.0029  -0.0023  -0.0061
O  -0.0008  -0.0103  -0.004
O  0.0044  0.0121  -0.0076
O  -0.003  0.0064  0.0075
O  -0.0047  -0.003  -0.0027
O  0.0041  -0.0081  0.0119
O  0.0033  -0.0001  -0.0006
O  0.0021  -0.0029  0.0009
O  -0.0039  -0.0019  -0.009
O  0.0004  0.0034  0.0009
O  0.0052  -0.0029  0.0096
O  0.0019  0.0072  0.0072
O  0.0032  -0.0058  0.0106
O  -0.0019  0.0017  0
O  0.0048  0.007  -0.0052
O  -0.0002  -0.0019  0.0019
O  0.0014  -0.0014  0.0032
O  0.0058  -0.0077  -0.0365
O  0.0009  -0.0039  -0.003
O  0.002  -0.0001  -0.0014
O  0.0001  0.0006  -0.0017
O  0.0015  0.001  0.0034
O  -0.0058  0.0031  -0.0078
O  0.0004  -0.0005  0.0028
O  0.0003  -0.0017  0.0006
O  0.0005  -0.0013  -0.0019
O  0.0047  0.0012  -0.0035
O  0.0022  -0.0027  -0.0026
O  0.0069  0.0037  -0.0002
O  -0.0117  -0.0016  -0.0065
O  -0.0073  -0.0042  0.0008
O  0.0048  0.0038  0
O  0.0026  -0.0009  -0.0029
O  0.001  0.002  -0.0029
O  0.0035  -0.0069  0.007
O  0.0019  -0.0018  -0.0017
O  0.0046  0.0027  0.0036
O  0.0049  0.0004  -0.0001
O  0.0007  -0.0043  -0.0005
O  0.0055  0.0073  -0.0053
O  0.0003  -0.0018  0.0034
O  0.0173  -0.0166  0.0474
O  0.0032  -0.0001  -0.0015
O  0.0082  0.0001  -0.0047
O  0.0011  0.0004  -0.0013
O  0.0006  -0.0007  0.0005
O  0.0038  -0.0001  -0.0034
O  -0.0022  0.0041  -0.0036
O  0.0053  -0.0034  -0.0048
O  0.0027  0.0041  0.0021
O  0.0041  -0.0005  0.0042
O  0.0305  0.0128  0.0112
O  0.0143  -0.007  -0.0003
O  0.0051  0.003  -0.0013
O  -0.0004  -0.0005  0.001
O  0.0008  0.0003  -0.0018
O  -0.0045  0.0025  -0.0012
O  0.0036  -0.0034  0.0002
O  0.0023  -0.0011  0.0013
O  0.0061  -0.0039  -0.0103
O  0.0058  -0.0002  0.0013
O  0.0002  0.0014  -0.009
O  -0.0088  0.0034  -0.0043
O  0.0008  0.0169  -0.0048
O  0.0071  -0.0011  -0.0014
O  0.0002  -0.0013  -0.0006
H  -0.0117  0.0172  -0.0524

The program warned: the cutoff lies below the one the program advises for these potential files; the exchange-correlation potential is rough where the density is thin.
